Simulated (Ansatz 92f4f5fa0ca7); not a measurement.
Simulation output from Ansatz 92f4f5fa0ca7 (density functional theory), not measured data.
Periodic cell of 226 atoms, Si132O92As2, from a study of silicon, its oxide and their interface. The atomic structure is a simulated model.
Doubt: the cutoff is far below the 930 eV that the study's wrapper takes by default for these files, so forces and energies are approximate.
This geometry differs little from another in the collection (a relaxation step or a small displacement).

Settings
functional: PBE
potential files: Ansatz PAW
basis: plane waves
wave-function cutoff: 580 eV
density cutoff ratio: 5
exchange-correlation grid ratio: 1
k mesh: 1 x 1 x 1, Gamma-centred
self-consistency stop: 5e-08 eV per atom in the density residual
occupations: fixed
spin: none
net charge: 0

Cell vectors (angstrom)
a	10.938	0	0
b	0	10.938	0
c	0	0	31.9494

Atoms and the computed forces on them: element, x, y, z (angstrom), force x, y, z (eV/angstrom)
Si	10.6159	0.0165	24.4217	-0.0019	0.0022	0.0076
Si	5.0652	0.1367	24.6646	-0.0042	0.0011	-0.0001
Si	2.813	2.3052	24.5296	-0.0003	0.0003	0.0073
Si	8.5564	2.4503	24.562	0.0052	-0.0034	-0.005
Si	10.6953	5.6005	24.3349	-0.0003	0.0069	-0.0061
Si	5.1473	5.6282	24.4509	-0.0052	0.0014	0.0096
Si	2.9769	7.9677	24.4047	0.003	-0.0114	-0.0053
Si	8.4049	7.8439	24.412	0.0017	-0.0004	0.0126
Si	1.2849	1.1439	25.8412	0.0047	-0.0016	0.0053
Si	6.8065	1.3367	25.7403	-0.0002	0.0014	0.0064
Si	3.9793	4.0204	25.7323	-0.0008	0.0014	0.002
Si	9.6759	4.0363	25.849	-0.0023	-0.0012	0.0075
Si	1.3309	6.8017	25.6673	-0.0045	0.0028	0.0064
Si	6.7966	6.7328	25.7516	0.0011	-0.0016	0.0018
Si	3.9914	9.4788	25.9554	-0.0024	0.0043	0.011
Si	9.4734	9.4516	25.8	-0.0028	0	-0.0005
Si	2.6266	-0.1251	27.2905	-0.0077	-0.006	0.0006
Si	8.131	-0.0593	27.1474	-0.0047	-0.0088	-0.0042
Si	0.0664	2.6671	27.207	0.0077	0.0015	-0.0022
Si	5.4431	2.7264	27.1149	0.0021	0.0066	-0.0058
Si	2.6595	5.4231	27.1105	0.0001	-0.0074	-0.0057
Si	8.1815	5.3763	27.1377	-0.0032	-0.0002	-0.0061
Si	0.0006	8.1557	27.1276	0.0021	-0.0031	-0.0011
Si	5.5025	8.1512	27.1791	0.0023	-0.0007	-0.0043
Si	4.0801	1.3312	28.5011	-0.0008	0.0002	0.0067
Si	9.5371	1.3295	28.5027	-0.0028	0.0065	0.0051
Si	1.3825	4.0693	28.5651	-0.007	0.0054	-0.0062
Si	6.8038	4.0623	28.5291	0.0011	-0.0007	-0.0013
Si	4.08	6.7821	28.4871	0.0003	0.0062	0.0068
Si	9.5519	6.7857	28.4849	-0.0059	0.0151	0.0086
Si	1.2853	9.4797	28.6224	0.0021	0.0151	-0.0173
Si	6.8208	9.536	28.5652	0.0003	0.0088	-0.0075
Si	-0.0339	-0.0023	29.9129	0.0176	0.005	0.0034
Si	5.4607	-0.0034	29.8969	-0.0079	0.006	0.0035
Si	2.7617	2.7177	29.905	0.0065	-0.017	0.0023
Si	8.1965	2.7203	29.8878	0.0027	0.0052	0.0033
Si	-0.0051	5.4576	29.8908	-0.0053	-0.0018	0.0061
Si	5.459	5.4573	29.8895	0.0099	0.0041	0.0007
Si	2.7487	8.164	29.9042	0.0095	0.0017	0.0102
Si	8.2235	8.1819	29.89	0.0054	-0.0253	-0.0041
Si	1.3673	1.3673	31.2657	0.009	-0.0019	-0.1028
Si	6.8362	1.3673	31.2657	0.0356	-0.0158	-0.021
Si	4.1018	4.1018	31.2657	0.0731	-0.0616	0.0575
Si	9.5708	4.1018	31.2657	-0.0874	-0.1138	-0.0764
Si	1.3673	6.8362	31.2657	0.0239	-0.1622	0.0299
Si	6.8362	6.8362	31.2657	0.0693	0.0257	-0.1511
Si	4.1018	9.5708	31.2657	-0.035	-0.0533	-0.0323
Si	9.5708	9.5708	31.2657	-0.1674	-0.1264	0.1251
Si	2.7345	0	0.6835	0.0126	0.0555	0.0667
Si	8.2035	0	0.6835	-0.046	0.0646	0.0195
Si	0	2.7345	0.6835	-0.0223	-0.0628	-0.006
Si	5.469	2.7345	0.6835	-0.0353	0.128	0.1253
Si	2.7345	5.469	0.6835	-0.0258	-0.0808	-0.1293
Si	8.2035	5.469	0.6835	-0.0305	0.1076	0.0232
Si	0	8.2035	0.6835	0.005	0.1664	0.0892
Si	5.469	8.2035	0.6835	0.1771	0.2005	0.0185
Si	4.0969	1.3813	2.0673	-0.0013	-0.0176	0.0048
Si	9.5896	1.352	2.0642	-0.0079	0.0116	-0.0029
Si	1.3638	4.1086	2.0326	-0.0356	0.0321	0.0144
Si	6.8298	4.1311	2.0493	0.0166	0.0037	-0.0009
Si	4.1139	6.8356	2.0223	-0.0285	0.0205	0.006
Si	9.58	6.8434	2.0611	-0.0187	0.0002	0.0137
Si	1.367	9.5919	2.0583	0.004	0.0155	0.0066
Si	6.8244	9.6208	2.0626	-0.0129	0.0023	-0.0042
Si	0.046	0.0332	3.4955	-0.0189	-0.0004	0.0005
Si	5.4745	0.0579	3.4733	0.0156	-0.0257	-0.0117
Si	2.709	2.7665	3.4112	0.0299	0.0269	0.0088
Si	8.2482	2.7947	3.369	0.023	-0.0189	0.0022
Si	0.0554	5.4985	3.4144	0.0212	-0.0529	-0.0826
Si	5.4816	5.5313	3.4272	-0.0267	-0.0182	0.0074
Si	2.7617	8.2121	3.3528	0.0742	0.0087	-0.0973
Si	8.2493	8.2907	3.4008	-0.0094	0.0299	0.0021
Si	1.3487	1.4882	4.8756	0.017	-0.0126	-0.0135
Si	6.882	1.516	4.7795	0.0005	0.028	0.0539
Si	4.0186	4.2014	4.7435	0.0807	-0.0829	0.0124
Si	9.5989	4.1465	4.7686	-0.0477	-0.024	0.0573
As	1.2462	7.0858	4.814	0.0176	-0.0642	0.0964
Si	6.8174	7.0227	4.736	0.033	-0.0194	-0.0161
Si	4.0511	9.5834	4.7749	0.0192	0.0342	0.0178
Si	9.5526	9.6625	4.8633	-0.0417	0.0278	-0.0495
Si	2.7125	0.0294	6.1433	0.0185	-0.0376	0.0317
Si	8.2918	0.1814	6.186	-0.0014	-0.0241	-0.0742
Si	-0.0105	2.8879	6.3087	-0.0353	0.0176	0.0106
Si	5.4511	2.885	6.0655	-0.0206	0.0276	-0.0591
Si	2.7146	5.6656	6.0699	-0.0417	0.0067	0.0105
Si	8.2321	5.6396	5.9658	0.0186	-0.0413	0.034
As	-0.6783	8.8515	7.0156	0.0809	0.1302	0.1082
Si	5.4797	8.3622	6.1994	-0.0285	0.0192	0.0167
Si	4.374	1.2188	7.3258	-0.0086	0.0085	-0.0341
Si	9.8261	1.2756	7.6795	-0.0361	0.0059	-0.054
Si	1.1571	4.6077	7.4864	-0.0286	0.0173	-0.0362
Si	6.5818	4.5922	7.2409	-0.0001	-0.0495	-0.0718
Si	4.2759	6.7867	7.4969	0.0257	0.0008	0.0117
Si	9.6177	6.6373	7.6066	-0.0277	-0.0997	-0.1298
Si	1.2424	10.115	7.8355	-0.0571	0.0124	-0.0713
Si	6.6755	9.9984	7.4469	-0.0148	0.0425	-0.0151
O	9.5731	1.2528	23.9822	-0.0019	-0.0018	-0.0013
O	4.0946	6.817	23.9447	0.0024	-0.0005	-0.0023
O	4.0022	1.2507	24.0275	0.0012	-0.0014	0
O	9.5275	6.7166	23.8934	0.0005	-0.0039	-0.0008
O	-0.0238	5.6803	8.0146	0.0285	-0.0565	0.0364
O	5.5274	0.1783	7.9182	0.0073	-0.0396	0.0032
O	0.2322	0.4429	8.2693	-0.0065	0.1208	0.0554
O	5.4683	5.6726	7.847	-0.0341	0.034	-0.0005
O	7.5153	4.003	8.4442	0.0121	0.0089	0.0293
O	8.5955	6.9493	8.8912	-0.0202	0.0368	0.042
O	2.1328	9.5651	9.1343	0.0286	-0.0408	-0.0024
O	8.8533	1.7614	8.954	0.0082	0.0007	0.0203
O	7.4117	9.4031	8.7927	0.0173	-0.0151	0.007
O	3.5569	1.8853	8.5845	-0.0068	0.0073	0.0171
O	3.5222	7.3198	8.8941	-0.0002	-0.0093	-0.0146
O	2.0607	4.11	8.7859	0.0051	0.0063	-0.0087
O	8.1243	3.5003	23.3558	-0.0011	0.0004	0.0009
O	0.4326	4.9426	22.9519	0.001	-0.0019	0.0016
O	1.8889	2.7541	23.2437	-0.0041	0.0026	-0.0043
O	5.8173	4.9238	23.1162	0.003	-0.0023	-0.0031
O	5.508	9.994	23.5079	0.0023	-0.0013	-0.0038
O	2.4317	8.7022	23.0192	-0.0013	0.0018	0.0035
O	0.1783	10.0825	23.0891	0.0013	-0.0018	-0.003
O	7.7662	8.5792	23.0678	-0.002	0.0026	-0.0029
Si	8.6253	7.718	18.4399	0.0003	-0.0009	-0.0012
Si	8.74	6.4048	13.6677	0.0005	-0.0018	0.0007
Si	3.7458	1.5775	14.736	-0.0011	-0.0004	0.0005
Si	2.1027	5.7647	17.6401	-0.001	-0.0001	0.0011
Si	2.3839	3.1552	19.4894	-0.001	-0.0009	0.001
Si	9.7617	9.0651	12.0895	0.0084	-0.0021	-0.0014
Si	1.315	9.4334	22.0791	-0.0009	0.0012	0.0026
Si	9.1325	1.0089	13.1974	0	-0.0022	0.0068
Si	1.361	5.092	13.045	0.0007	-0.001	0.0033
Si	1.7414	8.2781	12.8159	0.0018	0.0046	0.0027
Si	6.6274	9.5589	22.4249	0.0009	0.0014	0.0005
Si	4.4889	4.6218	15.7311	0.0002	-0.0004	0.0011
Si	8.1516	3.0952	9.6074	-0.0135	0.0034	-0.0113
Si	0.8077	8.2603	19.2692	-0.0005	0.0017	0.0011
Si	6.9237	1.3592	21.0931	0.0005	0.0006	0.0001
Si	8.1194	8.2827	9.7368	-0.0167	-0.0138	0.0092
Si	10.8421	5.2379	15.628	-0.0022	-0.0005	0.0016
Si	7.5378	9.5356	16.3266	-0.0001	-0.0034	0
Si	9.9066	2.0658	20.3065	0.0002	0.0011	0.0013
Si	3.175	8.5551	9.9382	0.0141	-0.0047	0.0273
Si	6.6646	3.358	17.4145	0.0009	-0.0004	-0.0001
Si	1.141	0.2202	19.8041	0.0009	0.0009	-0.0009
Si	3.1839	2.8703	12.3001	-0.0028	-0.0025	0.0048
Si	7.1884	5.4082	19.6831	0.0007	-0.0008	0.0005
Si	5.6853	8.6989	11.6079	-0.0009	-0.0034	0.0014
Si	5.7325	6.1217	13.2374	0.0014	-0.0019	0.0007
Si	4.596	9.7227	17.625	0.0008	-0.0007	-0.0002
Si	1.0017	3.6057	22.1774	0.0005	-0.0001	0.0031
Si	4.8664	1.4969	18.8039	0.0002	0.0002	-0.0006
Si	3.1609	3.1541	9.5075	0.0212	-0.0199	0.0131
Si	6.4125	10.8705	13.8091	0	0.0001	0.0026
Si	10.3141	0.1543	15.9715	-0.0002	-0.0011	0.0015
Si	5.614	3.7227	11.1735	0.0052	-0.0026	0.0001
Si	9.7878	3.9536	11.9185	-0.0007	-0.0006	0.0057
Si	2.3008	9.9517	15.5413	0.0002	-0.0004	0.001
Si	6.04	8.1341	19.7985	0.0002	0.0004	0.0001
Si	6.9186	3.9843	22.373	-0.0004	-0.0004	0.0005
Si	9.7241	2.8022	17.379	-0.0009	-0.0003	0.0009
O	7.1478	6.4296	14.0013	-0.0012	-0.0006	0.0023
O	1.8482	7.0706	18.6918	0.0015	-0.0019	0.0003
O	10.2474	4.0773	16.5583	0.0026	0.0027	-0.0013
O	6.1307	9.981	17.0631	0.0013	0	0.0013
O	10.1068	0.7483	14.4707	-0.0014	0.0001	-0.0014
O	8.4093	6.1336	18.8477	0.0008	0.0003	0.0017
O	5.1333	0.7384	14.4488	0.0016	-0.0017	0.0002
O	5.6893	2.0634	17.5241	0.0007	0.0003	0.0002
O	8.3219	1.9488	20.5559	0.0015	0.0009	0.0009
O	1.9508	4.3102	18.4042	0.0002	0.0025	0
O	6.9219	2.8678	10.676	0.0005	-0.0045	0.0014
O	4.8192	2.7689	12.2294	0.0011	-0.0016	0.0002
O	5.996	4.4033	16.3544	-0.0002	0.0002	0.0018
O	4.5318	3.9788	9.942	-0.0023	0.0018	-0.0005
O	10.6688	2.7772	21.5649	-0.0023	-0.0017	-0.001
O	9.672	6.1999	15.0066	-0.0013	-0.0005	-0.0003
O	5.9753	6.4978	19.8387	0.0005	0	0.0022
O	4.0453	0.1858	18.2868	-0.0001	-0.0015	0.0008
O	9.2183	10.5931	12.2802	-0.0004	-0.0014	-0.0035
O	2.798	4.4064	12.7293	0	0.001	-0.0013
O	1.894	10.7142	21.2076	-0.0003	0.0008	-0.0004
O	3.9629	2.7383	19.3796	0.0009	-0.0004	0.0016
O	0.6874	10.0709	15.9594	-0.0001	-0.0005	0.0007
O	1.246	9.8146	18.8365	0.0002	-0.0008	0.0004
O	1.6826	1.6754	19.2718	0.0003	0.0005	0.0015
O	8.9062	10.4308	16.5085	0.0002	0.0003	0.0015
O	4.8366	8.5942	18.7891	-0.0013	0.0009	0.0003
O	9.4806	8.7664	10.5062	0.0072	0.0044	-0.0187
O	6.716	4.0963	18.8626	-0.0008	-0.0018	-0.0004
O	2.7997	1.7616	13.4025	-0.0002	0.0007	-0.0023
O	5.7961	8.7807	21.2651	-0.001	-0.0018	-0.0018
O	2.4977	2.527	10.8663	-0.0021	0.001	0.0024
O	7.5963	4.8648	21.1693	0.0004	0.0017	-0.0019
O	5.1258	7.5328	12.6346	0.0014	0.0009	-0.002
O	0.3925	9.1014	12.4648	-0.0026	0.0002	0.0013
O	7.5421	1.1056	13.5826	0.0012	-0.0007	0.0008
O	7.0774	9.6843	14.7568	-0.0011	-0.0002	-0.0009
O	8.9335	5.0739	12.7367	0.0008	-0.0016	-0.0014
O	8.066	8.0713	16.9123	-0.0009	0.0004	-0.0001
O	6.1921	2.5873	21.9018	-0.0006	-0.001	0.0012
O	2.4069	9.1013	14.1027	-0.0003	-0.0036	-0.0011
O	0.3738	4.5356	11.8701	0.0017	-0.0004	-0.0023
O	0.7856	8.332	20.9403	-0.0004	-0.0021	-0.0012
O	9.322	3.9274	10.3633	0.0076	-0.0022	-0.0024
O	9.609	2.4287	12.522	0.001	-0.0029	0.0009
O	7.5846	8.5773	19.3934	0.0014	-0.0002	0.0012
O	2.5085	8.1477	11.3738	0.0023	-0.0032	-0.0006
O	3.9227	3.0887	15.3947	-0.0001	-0.0023	0.0008
O	0.7631	4.5125	14.4469	0.0037	-0.0032	-0.0018
O	10.0228	3.0124	18.9715	-0.0005	0.0006	-0.0015
O	9.1152	7.8511	12.9915	0.0013	0.0011	-0.0054
O	10.4884	0.5457	20.0823	0	-0.0016	0.0014
O	5.9736	5.1096	11.9559	0.0002	-0.0012	-0.0013
O	8.125	2.7578	17.022	-0.0009	-0.0008	0.0014
O	3.5088	5.504	16.757	0.002	-0.0019	-0.0009
O	4.6209	9.1569	10.434	-0.0009	-0.0019	-0.0043
O	1.4585	6.7117	13.2137	-0.0007	-0.0041	0.0005
O	4.7164	5.5153	14.3726	-0.0005	0.0005	0.0003
O	2.0208	3.8646	20.921	0.0017	-0.0009	-0.0016
O	10.5278	1.4452	16.9496	0.0002	-0.0029	0.0005
O	0.9228	6.0962	16.5581	0.0002	0.0007	0.0019
O	7.3085	10.958	21.9336	0.0004	0.001	0.001
O	5.9001	0.9254	19.9202	-0.0024	-0.0001	-0.0003
O	6.0142	10.0759	12.4329	0.0003	-0.002	-0.003
O	2.7996	0.5747	15.5947	0	-0.0001	0.0027
O	6.9899	7.9955	10.8922	0.0023	0.0003	-0.0031
O	10.2105	8.0318	18.6963	-0.0009	-0.0004	0.0017
O	3.4085	9.2262	16.5708	-0.0009	0.0003	0.0003

Results
free energy: -145949.114 eV
free energy less fixed offsets of As -4856.12, O -568.88, Si -635.61 eV per atom: 0.606 eV

The program warned: the cutoff lies below the one the program advises for these potential files; the forces do not sum to zero within the program's tolerance; the exchange-correlation potential is rough where the density is thin.
